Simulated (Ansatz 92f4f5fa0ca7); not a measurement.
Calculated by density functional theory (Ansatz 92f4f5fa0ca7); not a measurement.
Periodic cell of 222 atoms, Si131O89As1H1, from a study of silicon, its oxide and their interface. The atomic structure is a simulated model.
Doubt: the cutoff is far below the 930 eV that the study's wrapper takes by default for these files, so forces and energies are approximate.

Settings
functional: PBE
potential files: Ansatz PAW
basis: plane waves
wave-function cutoff: 580 eV
density cutoff ratio: 5
exchange-correlation grid ratio: 1
k mesh: 1 x 1 x 1, Gamma-centred
self-consistency stop: 5e-08 eV per atom in the density residual
occupations: fixed
spin: none
net charge: 0

Cell vectors (angstrom)
a, 10.938, 0, 0
b, 0, 10.938, 0
c, 0, 0, 32.6668

Atoms and the computed forces on them: element, x, y, z (angstrom), force x, y, z (eV/angstrom)
Si, -0.2392, 0.3126, 25.2379, -0.0816, 0.1261, -0.3265
Si, 5.7546, -0.2774, 25.2312, 0.1072, -0.0875, -0.3128
Si, 2.4677, 3.0242, 25.1275, -0.0287, 0.0258, -0.1966
Si, 8.5067, 2.5147, 25.1916, 0.1339, -0.1391, -0.3034
Si, 0.2587, 5.2418, 25.0783, 0.0711, -0.0436, -0.1919
Si, 5.2558, 5.7447, 25.1074, -0.0532, 0.0688, -0.1901
Si, 3.0498, 7.956, 25.1507, 0.0654, -0.012, -0.2081
Si, 7.9535, 8.467, 25.1744, -0.0787, 0.153, -0.3088
Si, 1.3539, 1.4492, 26.5425, 0.0843, -0.029, -0.1892
Si, 6.8863, 1.3654, 26.5023, -0.0067, -0.0059, -0.1449
Si, 4.0905, 4.1515, 26.4555, -0.003, -0.0084, -0.1763
Si, 9.6401, 4.105, 26.509, -0.0187, 0.085, -0.2028
Si, 1.4094, 6.8168, 26.4535, 0.0128, 0.0166, -0.1726
Si, 6.8157, 6.8757, 26.5102, 0.023, -0.0963, -0.2059
Si, 4.1611, 9.526, 26.551, -0.1029, 0.0279, -0.1917
Si, 9.5559, 9.6057, 26.5044, 0.0052, 0.0013, -0.1497
Si, 2.74, 0.0043, 27.8491, -0.0153, -0.0122, 0.0187
Si, 8.2075, 0.0038, 27.9057, -0.0062, -0.0096, 0.0673
Si, 0.0022, 2.7576, 27.9287, -0.0072, -0.0065, 0.0759
Si, 5.4651, 2.7444, 27.8278, -0.0297, -0.0013, 0.0307
Si, 2.7373, 5.4719, 27.8822, -0.0065, -0.0118, 0.0297
Si, 8.2105, 5.4728, 27.8392, -0.0186, -0.0154, 0.0477
Si, 0.0118, 8.1992, 27.8282, -0.0087, -0.0231, 0.0304
Si, 5.4816, 8.1869, 27.932, 0.0081, -0.0051, 0.0799
Si, 4.1018, 1.3673, 29.2485, 0.0616, 0.0636, -0.3058
Si, 9.5708, 1.3673, 29.2485, -0.0035, 0.0271, 0.2438
Si, 1.3673, 4.1018, 29.2485, 0.1497, 0.1767, 0.2804
Si, 6.8362, 4.1018, 29.2485, -0.0023, 0.0123, -0.3624
Si, 4.1018, 6.8362, 29.2485, -0.0902, -0.1264, 0.2489
Si, 9.5708, 6.8362, 29.2485, 0.0707, 0.0358, -0.3375
Si, 1.3673, 9.5708, 29.2485, 0.0013, -0.0131, -0.3254
Si, 6.8362, 9.5708, 29.2485, 0.0755, 0.0472, 0.2806
Si, 0, 0, 30.6158, -0.0265, 0.0388, -0.0184
Si, 5.469, 0, 30.6158, 0.0369, -0.0107, -0.0159
Si, 2.7345, 2.7345, 30.6158, -0.0194, 0.0503, -0.0193
Si, 8.2035, 2.7345, 30.6158, 0.0242, -0.0411, -0.0151
Si, 0, 5.469, 30.6158, 0.0566, -0.0059, -0.0147
Si, 5.469, 5.469, 30.6158, -0.0473, 0.0172, -0.0137
Si, 2.7345, 8.2035, 30.6158, 0.0438, -0.0264, -0.0147
Si, 8.2035, 8.2035, 30.6158, 0.0026, 0.0627, -0.0179
Si, 1.3673, 1.3673, 31.983, 0.0353, -0.0166, -0.01
Si, 6.8362, 1.3673, 31.983, -0.0227, 0.0268, -0.0194
Si, 4.1018, 4.1018, 31.983, 0.0379, -0.04, -0.0088
Si, 9.5708, 4.1018, 31.983, -0.006, 0.0329, -0.0337
Si, 1.3673, 6.8362, 31.983, -0.0547, 0.018, -0.0211
Si, 6.8362, 6.8362, 31.983, 0.0137, -0.0258, -0.0156
Si, 4.1018, 9.5708, 31.983, -0.0333, 0.0127, -0.0208
Si, 9.5708, 9.5708, 31.983, 0.0135, -0.0368, -0.0079
Si, 2.7345, 0, 0.6835, 0.0183, -0.0016, 0.0316
Si, 8.2035, 0, 0.6835, -0.0056, 0.0258, 0.0194
Si, 0, 2.7345, 0.6835, -0.06, 0.0351, -0.0003
Si, 5.469, 2.7345, 0.6835, 0.0146, -0.0116, 0.0289
Si, 2.7345, 5.469, 0.6835, 0.0001, 0.0161, 0.0168
Si, 8.2035, 5.469, 0.6835, 0.0342, -0.0405, 0.0194
Si, 0, 8.2035, 0.6835, 0.0284, -0.0042, 0.0287
Si, 5.469, 8.2035, 0.6835, -0.015, 0.0153, 0.0062
Si, 4.1018, 1.3673, 2.0507, -0.0612, 0.0173, 0.0031
Si, 9.5708, 1.3673, 2.0507, 0.0652, 0.0049, 0.0101
Si, 1.3673, 4.1018, 2.0507, -0.0136, -0.0546, 0.0172
Si, 6.8362, 4.1018, 2.0507, -0.0251, 0.0393, 0.0009
Si, 4.1018, 6.8362, 2.0507, 0.0557, -0.0145, 0.0108
Si, 9.5708, 6.8362, 2.0507, -0.0352, 0.002, 0.0134
Si, 1.3673, 9.5708, 2.0507, -0.0379, -0.0177, 0.0202
Si, 6.8362, 9.5708, 2.0507, -0.004, -0.0578, 0.0191
Si, 0, 0, 3.418, -0.1212, 0.1006, -0.0895
Si, 5.469, 0, 3.418, -0.1424, -0.1656, 0.3018
Si, 2.7345, 2.7345, 3.418, -0.1281, -0.2989, -0.2478
Si, 8.2035, 2.7345, 3.418, -0.0694, -0.1204, 0.2145
Si, 0, 5.469, 3.418, -0.0154, 0.0485, 0.1726
Si, 5.469, 5.469, 3.418, 0.1503, 0.0925, -0.3927
Si, 2.7345, 8.2035, 3.418, 0.0636, 0.1684, 0.1205
Si, 8.2035, 8.2035, 3.418, 0.0005, -0.0117, -0.0501
Si, 1.3813, 1.3306, 4.7939, -0.0448, 0.0739, 0.0238
Si, 6.8292, 1.3391, 4.8185, 0.0674, 0.0724, -0.1031
Si, 4.1109, 4.091, 4.708, 0.0047, 0.0127, -0.1749
Si, 9.5697, 4.0937, 4.7994, 0.0205, -0.011, -0.0072
Si, 1.368, 6.8637, 4.7909, -0.0535, -0.019, -0.0881
Si, 6.8219, 6.8402, 4.7759, 0.076, -0.0658, 0.0339
Si, 4.0809, 9.5699, 4.8492, 0.0447, 0.0341, 0.0225
Si, 9.54, 9.6017, 4.7812, -0.024, 0.0133, -0.1258
Si, 2.6952, -0.0228, 6.2727, -0.039, 0.006, 0.1889
Si, 8.1352, -0.0567, 6.2311, 0.0936, -0.0226, 0.1591
Si, -0.0104, 2.6941, 6.1485, -0.082, -0.0336, 0.1796
Si, 5.4096, 2.7246, 6.087, 0.006, 0.0087, 0.1643
Si, 2.7735, 5.4476, 6.0376, -0.0002, 0.0209, 0.1419
Si, 8.1916, 5.4611, 6.1532, 0.0585, 0.0706, 0.2011
Si, 0.0163, 8.2881, 6.1242, -0.0484, -0.0498, 0.1584
Si, 5.438, 8.152, 6.1985, -0.0011, -0.0329, 0.1282
Si, 3.7854, 1.7099, 7.4745, -0.1017, 0.0182, 0.3389
Si, 9.781, 1.074, 7.4893, 0.0777, -0.0122, 0.0908
Si, 1.6002, 3.9374, 7.3545, 0.0543, -0.068, 0.286
Si, 6.5787, 4.2506, 7.4171, -0.0737, 0.058, 0.1852
Si, 4.3543, 6.4499, 7.4669, -0.0456, 0.0194, 0.2509
Si, 9.3509, 7.1528, 7.3778, -0.044, -0.0297, 0.0627
Si, 1.0667, 9.7795, 7.6727, 0.0171, -0.0319, 0.1494
Si, 7.0006, 9.2348, 7.5979, -0.0744, -0.1492, 0.266
O, 1.354, 4.111, 24.4964, 0.0204, 0.016, 0.5518
O, 6.8534, 9.5791, 24.5644, -0.0217, -0.0114, 0.6742
O, 2.6678, 2.8355, 7.9922, 0.0625, -0.0676, -0.4767
O, 8.2071, 8.1776, 7.9756, 0.0325, 0.0164, -0.3323
O, 5.5001, 5.3703, 7.9885, 0.0417, -0.0138, -0.4019
O, -0.0292, 0.0124, 8.0857, -0.0945, 0.0219, -0.3541
O, 4.1465, 6.8552, 24.5153, -0.0278, 0.0015, 0.5645
O, 9.5851, 1.3828, 24.5756, 0.0097, 0.0218, 0.6595
O, 1.4675, 9.0859, 9.1423, -0.127, 0.0529, -0.4185
O, 1.1115, 4.8448, 8.649, -0.1416, 0.0058, -0.0554
O, 9.0583, 1.6568, 8.8478, -0.0592, 0.1092, 0.0271
O, 6.3101, 9.4631, 9.1007, 0.0833, -0.027, -0.4197
O, 4.43, 1.2168, 8.9121, 0.0118, 0.089, -0.3132
O, 3.6407, 6.8839, 8.8801, 0.06, -0.0216, -0.2579
O, 7.0773, 3.4412, 8.7741, 0.0786, -0.0062, -0.0824
O, 10.1582, 6.7503, 8.7586, 0.0002, -0.1001, -0.0823
O, 3.1661, 2.3305, 23.8011, -0.0205, 0.0135, 0.1158
O, 5.0002, 0.3873, 23.9357, -0.0008, 0.0343, 0.0803
O, 7.9071, 3.2695, 23.8579, -0.0277, -0.0235, 0.1386
O, 10.5396, 5.9378, 23.7216, 0.0436, -0.0501, 0.1827
O, 8.6123, 7.7771, 23.831, 0.005, 0.0135, 0.156
O, 2.3981, 8.6925, 23.8269, 0.0226, -0.0337, 0.1361
O, 5.9635, 5.0947, 23.7591, -0.0396, 0.0156, 0.156
O, 0.5456, 10.6214, 23.9411, -0.0056, -0.0376, 0.0969
Si, 2.1373, 9.434, 10.5939, 0.1422, 0.187, 0.085
Si, 2.913, 14.0462, 12.2816, -0.0916, 0.0576, -0.2227
Si, 5.2482, 5.0695, 12.3072, -0.0368, -0.0414, -0.1561
Si, 3.8975, 1.116, 22.993, 0.0694, 0.0597, 0.0632
Si, 8.0862, 7.297, 16.9451, 0.0405, 0.0415, 0.0032
Si, 7.6434, 3.1696, 12.3056, -0.2702, -0.0693, 0.1179
Si, -3.076, 12.3172, 16.5982, 0.0412, 0.0704, 0.0732
Si, 12.82, 12.193, 14.5697, -0.0034, -0.0933, -0.1516
Si, 1.2223, 5.2167, 11.7005, 0.2859, -0.2486, -0.0576
Si, 8.2562, 11.2384, 12.4124, -0.0146, -0.1276, -0.0815
Si, 5.9065, 3.2935, 18.0865, 0.2485, -0.1602, -0.0279
Si, 3.7548, 10.1283, 17.8048, -0.0088, 0.0048, -0.165
Si, 12.2146, 9.4174, 13.4948, 0.0945, 0.0707, 0.0031
Si, 3.6146, 6.938, 10.5006, 0.0086, -0.0579, 0.1553
Si, 6.4486, 9.8994, 10.6572, 0.2015, -0.0123, 0.1979
Si, 1.6722, 9.9041, 23.017, -0.1322, -0.0659, 0.0549
As, 4.0049, 4.418, 15.8908, -0.0494, -0.1097, -0.2311
Si, 3.8971, 10.0924, 14.7383, -0.0412, 0.0856, -0.0888
Si, 5.9333, 6.5625, 14.9599, 0.231, -0.0092, -0.3486
Si, 7.1801, 4.3885, 22.9232, -0.0537, -0.069, 0.042
Si, 11.7749, 4.8746, 14.8382, 0.0312, 0.0255, -0.3689
Si, 8.5465, 3.0974, 9.3971, -0.012, -0.0362, 0.0415
Si, 6.8363, 9.953, 17.9917, 0.1036, 0.087, 0.0849
Si, 8.4663, 0.2692, 20.476, 0.0156, 0.0348, 0.1067
Si, 10.803, 7.6974, 15.7178, 0.0914, 0.0732, -0.0972
Si, 1.045, 9.0946, 18.2252, -0.1749, 0.0222, 0.0254
Si, 4.0382, 0.8558, 10.4461, -0.1627, -0.0256, 0.1915
Si, 9.1046, 3.3917, 14.9727, -0.0618, 0.0286, -0.1671
Si, 6.0692, 2.1837, 21.019, 0.1824, -0.1306, 0.0491
Si, 9.3309, 6.6612, 22.8834, 0.0184, 0.0623, 0.0152
Si, 10.4745, 8.8581, 20.9874, -0.0734, 0.1861, 0.0282
Si, 10.6331, 5.31, 9.3142, 0.1345, 0.051, 0.1978
Si, -2.372, 4.6756, 17.8969, 0.0003, -0.1294, 0.0175
Si, 1.4326, 1.043, 17.5379, -0.1351, -0.0464, -0.0427
Si, 9.9974, 13.1922, 18.8061, -0.0505, -0.1266, 0.161
Si, 6.4128, -1.6752, 13.4131, 0.1017, 0.1102, -0.2375
O, 9.6164, 14.7873, 18.8561, -0.0272, 0.048, -0.0462
O, 4.4722, 4.0144, 17.5851, -0.2932, 0.1697, -0.254
O, 13.1799, 6.3214, 11.1013, -0.0826, -0.0111, 0.0029
O, 7.8289, -0.8528, 13.5239, -0.0635, -0.0723, 0.0469
O, 3.8154, 4.4016, 12.7014, 0.0291, 0.012, 0.1089
O, 8.5783, 12.7756, 15.1923, -0.0039, 0.0189, 0.0644
O, 9.5789, 12.3809, 20.1642, 0.0366, 0.0739, -0.1228
O, 5.2687, 10.9424, 11.0155, -0.0378, 0.0451, -0.0011
O, -8.8599, 13.4293, 13.5445, -0.0231, -0.0244, 0.1457
O, -0.2026, 5.421, 10.9456, -0.0984, 0.0245, -0.2576
O, 6.5525, 2.2869, 16.977, -0.0712, 0.0885, -0.0523
O, 8.2449, 5.5263, 22.4303, 0.001, -0.0136, -0.026
O, 2.6222, 10.986, 10.5284, -0.0461, 0.0396, 0.0249
O, 0.6017, 10.5819, 17.7027, 0.0344, 0.0212, -0.0235
O, -3.6487, 10.7842, 16.6422, -0.019, 0.0239, 0.0114
O, 11.1892, 8.4693, 14.3236, -0.0471, -0.0289, 0.0389
O, 9.0877, 1.5519, 17.6596, -0.0109, -0.0197, -0.0842
O, 11.7686, 8.103, 16.9596, 0.0585, -0.0428, -0.0019
O, 2.7775, 0.0427, 22.4982, 0.0018, -0.003, -0.0104
O, 1.1217, 9.2224, 11.8783, -0.0176, -0.0072, -0.0014
O, 6.5751, 3.611, 21.626, 0.0792, 0.161, 0.1436
O, 8.8334, 6.2822, 17.9994, -0.0615, 0.0122, -0.0344
O, -3.7885, 8.3807, 17.7141, -0.0074, -0.0727, -0.0076
O, 4.0274, 9.5721, 16.2766, -0.0216, -0.0473, 0.1739
O, 0.9112, -1.6548, 21.734, 0.1404, 0.0774, 0.152
O, 7.8889, 10.6247, 10.9205, 0.0061, 0.0666, 0.0066
O, 3.8568, 13.052, 11.4494, 0.0607, -0.08, -0.0778
O, 7.2981, 1.6171, 12.645, 0.0309, 0.0804, 0.0164
O, 12.1909, 12.5733, 16.0203, 0.0414, 0.0249, 0.082
O, 10.9913, 6.0965, 15.5534, -0.0424, -0.0369, 0.0704
O, 2.2134, 4.5672, 15.7473, 0.7094, -0.0385, 0.3146
O, 1.7358, 14.6437, 11.3215, -0.0785, 0.1237, 0.0875
O, 0.9462, 11.0048, 13.8831, 0.0671, -0.0186, 0.0483
O, 9.2385, 8.0329, 16.05, -0.036, 0.0075, 0.0032
O, 6.1737, 8.0993, 14.5157, -0.0647, -0.0814, 0.1063
O, 6.3027, 3.9527, 11.804, 0.0926, -0.0027, -0.0024
O, 5.993, 5.7338, 13.5816, -0.0062, 0.0557, 0.1967
O, 9.9199, 7.4329, 21.5635, -0.0892, -0.1876, 0.1562
O, 4.7276, 14.2382, 14.9424, -0.2649, 0.409, 0.3148
O, 0.6757, 13.0469, 18.5285, 0.0582, 0.0172, -0.0362
O, 8.7358, 4.1848, 16.3444, -0.0691, 0.0185, 0.0082
O, 8.3601, -7.0426, 13.5978, 0.0964, 0.0043, 0.0943
O, -3.1686, -0.457, 19.2047, -0.0579, -0.0494, -0.1663
O, 3.3505, 11.606, 14.8286, 0.0241, -0.0037, 0.0396
O, 7.1299, 6.3292, 16.0249, 0.0185, -0.0271, 0.0653
O, 4.5033, 17.0767, 15.7153, -0.3069, -0.3942, 0.1489
O, 4.6763, 1.7138, 21.7033, -0.1445, -0.079, 0.1386
O, 5.6805, 2.4323, 19.4511, -0.0681, 0.0628, -0.1167
O, 5.261, 10.1528, 18.4478, -0.0994, -0.0012, -0.0001
O, 1.1404, 5.3828, 13.3178, 0.0145, 0.0036, 0.1259
O, 4.9154, 6.2007, 11.1645, -0.0278, 0.0116, -0.0168
O, 6.3061, 8.7423, 11.8454, -0.0306, 0.0755, 0.0149
O, 2.6659, 9.137, 18.5711, 0.0643, 0.0226, -0.0465
O, 9.3017, 10.0025, 21.2205, 0.0542, -0.0565, -0.0597
O, 7.2313, 1.0259, 21.2617, -0.0918, 0.0718, -0.0532
O, 5.2207, 10.2808, 13.8408, -0.0436, -0.0653, 0.0687
O, 10.7235, 3.6125, 14.7804, 0.0713, -0.028, 0.0818
O, 2.8146, -1.8164, 13.9689, 0.0182, -0.0164, 0.0136
O, 10.9649, 8.6702, 19.4312, 0.0379, -0.0162, -0.0687
O, 3.4827, 8.5306, 10.8511, 0.041, -0.0285, -0.0482
O, 9.5488, 4.2245, 8.8034, -0.0038, 0.0289, -0.0501
O, 8.6237, 3.1827, 11.0079, 0.0809, -0.0304, -0.2283
O, 7.0248, 4.4402, 18.4001, -0.032, 0.0285, -0.0411
O, 3.0204, 0.6881, 17.8354, 0.057, 0.0009, 0.0388
O, 9.8069, 11.6575, 12.3917, 0.0346, 0.0025, 0.075
H, 10.4636, 11.4372, 13.0881, -0.0893, 0.0062, -0.0916

Results
free energy: -138761.082 eV
free energy less fixed offsets of As -4856.12, H -15.97, O -568.88, Si -635.61 eV per atom: 6.238 eV

The program warned: the cutoff lies below the one the program advises for these potential files; the exchange-correlation potential is rough where the density is thin.
